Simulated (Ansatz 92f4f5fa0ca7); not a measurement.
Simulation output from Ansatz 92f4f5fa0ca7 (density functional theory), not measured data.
Periodic cell of 375 atoms, Si241O134, from a study of silicon, its oxide and their interface. The atomic structure is a simulated model.
Doubt: the cutoff is far below the 930 eV that the study's wrapper takes by default for these files, so forces and energies are approximate.
This geometry differs little from another in the collection (a relaxation step or a small displacement).

Settings
functional: PBE
potential files: Ansatz PAW
basis: plane waves
wave-function cutoff: 580 eV
density cutoff ratio: 5
exchange-correlation grid ratio: 1
k mesh: 1 x 1 x 1, Gamma-centred
self-consistency stop: 5e-08 eV per atom in the density residual
occupations: fixed
spin: none
net charge: 0

Cell vectors (angstrom)
a  11.6015  0  0
b  0  13.3963  0
c  0  0  41.8246

Atoms: element, x, y, z (angstrom)
Si  0  2.2327  1.1851
Si  3.8672  2.2327  1.1851
Si  7.7343  2.2327  1.1851
Si  1.9336  5.5818  1.1851
Si  5.8008  5.5818  1.1851
Si  9.6679  5.5818  1.1851
Si  0  8.9308  1.1851
Si  3.8672  8.9308  1.1851
Si  7.7343  8.9308  1.1851
Si  1.9336  12.2799  1.1851
Si  5.8008  12.2799  1.1851
Si  9.6679  12.2799  1.1851
Si  1.9336  1.1164  1.9745
Si  5.8008  1.1164  1.9745
Si  9.6679  1.1164  1.9745
Si  0  4.4654  1.9745
Si  3.8672  4.4654  1.9745
Si  7.7343  4.4654  1.9745
Si  1.9336  7.8145  1.9745
Si  5.8008  7.8145  1.9745
Si  9.6679  7.8145  1.9745
Si  0  11.1635  1.9745
Si  3.8672  11.1635  1.9745
Si  7.7343  11.1635  1.9745
Si  1.9336  1.1164  4.3426
Si  5.8008  1.1164  4.3426
Si  9.6679  1.1164  4.3426
Si  0  4.4654  4.3426
Si  3.8672  4.4654  4.3426
Si  7.7343  4.4654  4.3426
Si  1.9336  7.8145  4.3426
Si  5.8008  7.8145  4.3426
Si  9.6679  7.8145  4.3426
Si  0  11.1635  4.3426
Si  3.8672  11.1635  4.3426
Si  7.7343  11.1635  4.3426
Si  0  0  37.484
Si  3.8672  0  37.484
Si  7.7343  0  37.484
Si  1.9336  3.3491  37.484
Si  5.8008  3.3491  37.484
Si  9.6679  3.3491  37.484
Si  0  6.6981  37.484
Si  3.8672  6.6981  37.484
Si  7.7343  6.6981  37.484
Si  1.9336  10.0472  37.484
Si  5.8008  10.0472  37.484
Si  9.6679  10.0472  37.484
Si  0  0  39.8522
Si  3.8672  0  39.8522
Si  7.7343  0  39.8522
Si  1.9336  3.3491  39.8522
Si  5.8008  3.3491  39.8522
Si  9.6679  3.3491  39.8522
Si  0  6.6981  39.8522
Si  3.8672  6.6981  39.8522
Si  7.7343  6.6981  39.8522
Si  1.9336  10.0472  39.8522
Si  5.8008  10.0472  39.8522
Si  9.6679  10.0472  39.8522
Si  0  2.2327  40.6415
Si  3.8672  2.2327  40.6415
Si  7.7343  2.2327  40.6415
Si  1.9336  5.5818  40.6415
Si  5.8008  5.5818  40.6415
Si  9.6679  5.5818  40.6415
Si  0  8.9308  40.6415
Si  3.8672  8.9308  40.6415
Si  7.7343  8.9308  40.6415
Si  1.9336  12.2799  40.6415
Si  5.8008  12.2799  40.6415
Si  9.6679  12.2799  40.6415
Si  0.1349  -1.5993  25.2895
Si  1.665  1.9166  27.6749
Si  4.6645  -1.1896  28.4541
Si  5.6603  -2.3516  31.2839
Si  10.5335  1.4715  31.2452
Si  14.3776  5.4028  33.1744
Si  2.7416  2.1416  30.7795
Si  4.535  5.9701  26.8972
Si  3.0754  7.9874  22.6571
Si  -2.6499  5.5171  33.7691
Si  3.8636  8.8719  33.5897
Si  11.6566  8.4706  33.4727
Si  -3.9664  8.1563  33.0572
Si  1.5283  -1.9104  28.252
Si  2.5337  6.5138  29.0993
Si  5.0509  -0.9104  33.0571
Si  0.0709  5.0827  30.4247
Si  9.0724  1.8746  19.8047
Si  -5.1594  14.5353  28.8247
Si  0.6892  4.3857  32.751
Si  7.7381  2.889  26.4556
Si  0.1269  10.7993  33.0912
Si  0.9399  15.5415  32.2471
Si  13.878  11.4392  32.4379
Si  -3.7732  -2.9072  32.3076
Si  8.0404  4.5962  30.0179
Si  9.3525  7.6825  27.526
Si  6.5602  3.1762  31.1574
Si  5.0431  1.2651  22.107
Si  7.3203  2.3909  33.2884
Si  2.0203  8.8271  29.8452
Si  -1.5148  15.3372  27.892
Si  10.1003  3.3351  29.8246
Si  -1.2286  7.0265  30.493
Si  9.1485  10.6297  26.4079
Si  9.6165  15.3549  33.3486
Si  1.6792  0.7721  34.1507
Si  6.3899  0.4593  34.355
Si  9.7049  0.0647  34.6688
Si  -0.9653  4.0074  34.304
Si  4.728  5.1966  34.5712
Si  7.0021  4.3835  34.5052
Si  2.0713  7.5446  34.2288
Si  5.6231  7.5059  34.3486
Si  9.574  7.707  34.371
Si  0.1379  12.4154  34.6592
Si  3.7141  11.0601  34.3606
Si  7.8967  11.9687  34.3662
Si  1.944  1.1421  36.5806
Si  5.8182  1.0659  36.6363
Si  9.6506  1.0699  36.8003
Si  -0.0667  4.427  36.6055
Si  3.9296  4.5181  36.7223
Si  7.6979  4.4413  36.7534
Si  1.9474  7.7556  36.6341
Si  5.7993  7.8253  36.6985
Si  9.6612  7.8295  36.716
Si  0.0351  11.2063  36.7237
Si  3.844  11.1771  36.7117
Si  7.7371  11.1827  36.6451
Si  0.0057  -0.0007  5.2035
Si  3.8685  -0.0064  5.1194
Si  7.7278  -0.0121  5.2129
Si  1.9348  3.3374  4.9882
Si  5.8171  3.364  5.1653
Si  9.6289  3.3439  5.1087
Si  0.0187  6.6906  5.0681
Si  3.8945  6.6907  5.2197
Si  7.7454  6.707  5.0765
Si  1.9269  10.0604  5.0823
Si  5.7805  10.0609  5.1519
Si  9.6683  10.0584  5.1997
Si  -0.016  0.0057  7.6397
Si  3.8759  -0.0237  7.4806
Si  7.7123  -0.0521  7.6628
Si  1.9042  3.3076  7.2776
Si  5.8735  3.4197  7.5662
Si  9.5442  3.3571  7.4606
Si  0.1551  6.6546  7.388
Si  4.0548  6.672  7.6685
Si  7.8517  6.7883  7.4059
Si  1.8896  10.0763  7.4213
Si  5.6906  10.0939  7.5351
Si  9.6491  10.0697  7.6322
Si  -0.0735  2.3265  8.1532
Si  3.864  2.2659  8.0556
Si  7.6582  2.165  8.5188
Si  2.0631  5.4493  8.1642
Si  3.8476  3.159  11.0552
Si  9.8027  5.6325  8.1367
Si  1.3867  4.7632  10.3138
Si  3.7689  8.9505  8.3074
Si  7.5638  8.7163  10.6249
Si  1.9653  12.2732  8.4011
Si  5.7144  12.2694  8.491
Si  9.6933  12.2864  8.5269
Si  -2.4205  8.5874  14.6291
Si  5.0231  -1.2859  10.8657
Si  7.472  6.2203  10.649
Si  6.0397  10.2188  12.1619
Si  5.186  5.5258  12.1373
Si  7.1384  2.172  17.4554
Si  0.0161  8.8639  8.2188
Si  0.0573  13.6631  15.7375
Si  2.6296  11.6355  10.6705
Si  7.43  14.9955  10.9729
Si  5.3955  14.1627  12.1497
Si  14.5174  9.279  10.4935
Si  -1.9078  -0.6667  10.9156
Si  10.5946  -4.8327  17.4052
Si  6.3969  -2.556  17.522
Si  -4.5354  10.9421  14.4523
Si  8.2547  9.9879  21.4739
Si  12.2592  8.62  10.4764
Si  4.7622  14.5678  19.2326
Si  0.2398  6.4642  11.3528
Si  4.2193  8.6197  12.3212
Si  -1.5033  9.8807  11.9625
Si  -0.194  15.1697  11.9708
Si  9.8002  5.3927  10.4902
O  18.4045  -21.0633  12.109
O  16.8717  4.1688  31.4507
O  7.9485  10.4974  25.3433
O  -1.356  -19.8865  26.4261
O  -1.527  40.3788  15.4082
O  -30.3101  -6.411  19.1812
O  16.5038  -22.3719  10.9329
O  2.3427  24.7484  17.8766
O  15.3824  -11.1459  9.7231
O  -3.6612  -1.0354  14.5732
O  14.948  -1.458  13.9757
O  -7.3287  16.114  19.5468
O  -14.002  -4.1051  27.3284
O  -1.1543  -5.2453  24.1943
O  21.7011  34.2095  28.9092
O  26.2883  1.1067  14.6424
O  16.6739  13.7948  28.3353
O  26.9767  -24.4958  25.1724
O  1.9751  16.7276  26.9167
O  7.6587  13.4752  29.1062
O  8.9668  25.3606  27.3284
O  5.9061  -8.487  20.2294
O  25.0659  6.2944  18.9857
O  -10.3834  18.9078  29.262
Si  3.0934  0.8048  25.2978
Si  3.6416  9.7345  31.4192
Si  -3.5044  18.8358  22.9989
Si  6.1249  5.6539  8.5158
Si  -0.4414  16.7163  10.2471
Si  7.2553  5.5156  27.9145
Si  -1.351  0.429  23.4421
Si  -3.1256  12.3438  19.3905
Si  8.5186  5.4149  15.0594
Si  15.2875  4.5255  31.1649
Si  10.6721  -0.8254  30.1196
Si  0.6467  18.6049  19.1409
Si  10.3051  5.9016  21.2824
Si  2.1676  9.0417  14.6776
Si  -6.2008  12.0639  25.6057
Si  3.6039  4.4894  14.6566
Si  12.1206  -0.6999  21.053
Si  -8.4334  13.6723  32.3338
Si  3.7431  -1.1828  17.7151
Si  1.5336  5.6707  23.9061
Si  1.752  11.7825  13.6196
Si  -1.5044  -2.7183  31.4098
Si  19.3792  8.426  18.9197
Si  13.4086  1.9989  14.2429
Si  2.01  4.018  21.4406
Si  7.229  0.6978  24.3649
Si  14.7336  3.6664  25.8105
Si  10.9971  18.9303  16.6416
Si  1.0877  -3.1995  22.7382
Si  6.0555  4.1656  16.4807
Si  1.2466  6.2696  14.426
Si  -3.1185  0.4093  15.1604
Si  10.9059  8.6134  22.6869
Si  11.5887  8.7748  31.1646
Si  18.4698  9.9544  24.2765
Si  -2.7187  16.2203  13.2804
Si  16.4165  3.7874  20.6975
Si  -2.1223  3.0696  21.9915
Si  10.3661  6.6495  24.8448
Si  14.5512  7.3957  19.52
Si  7.6206  9.0046  8.2552
Si  8.4763  -7.0533  31.6086
Si  5.8091  6.0335  19.0231
Si  -0.3963  -0.0563  18.8563
Si  14.2659  1.088  22.4578
Si  1.9251  9.7632  17.6722
Si  -2.45  -0.2218  28.4393
Si  4.0523  -0.171  14.6902
Si  17.3134  7.1432  24.1202
O  -13.242  -1.1248  18.7063
O  -4.1539  -8.904  26.6105
O  12.5962  25.1774  26.7086
O  7.8506  27.7903  16.5472
O  10.5098  4.3365  21.7798
O  34.0739  26.4938  22.098
O  -24.2368  1.4477  19.2125
O  6.924  -11.1908  27.6995
O  -7.4978  -0.4433  25.2181
O  0.5328  -1.1556  29.3309
O  25.7387  31.4515  24.684
O  25.1192  13.494  21.3954
O  3.6768  -7.6836  29.991
O  14.2275  8.8301  18.8082
O  11.6038  9.8867  11.3607
O  18.477  22.7191  17.8923
O  17.8491  24.3563  15.8927
O  33.7072  24.1717  25.5385
O  -8.8092  -5.8671  21.1288
O  -18.8413  4.3872  26.56
O  0.3067  -0.0153  17.3495
O  12.4625  -29.0817  21.3696
O  1.3679  -3.1622  13.9099
O  6.0722  1.9055  30.2139
O  -3.7057  20.3706  27.546
O  9.7052  -3.9347  21.9762
O  16.535  11.1825  18.1623
O  0.0717  1.6351  27.6265
O  16.1747  17.2421  15.8064
O  21.5561  22.42  15.9852
O  24.3876  17.3555  20.0402
O  6.9723  5.0903  15.4632
O  8.2043  29.4862  18.6351
O  17.2318  -8.2385  17.6863
O  24.286  -18.9529  14.7963
O  11.7196  5.7647  24.6743
O  4.9499  20.1035  25.4982
O  -0.4951  -13.534  24.759
O  -0.6588  13.6824  11.4157
O  15.1097  18.0103  21.1839
O  -1.177  2.3437  13.1538
O  -3.4443  3.8113  22.6919
O  -8.4488  -6.8055  27.5525
O  5.2979  27.3304  20.6493
O  5.4869  11.6251  29.7314
O  -15.7563  11.8895  18.2122
O  20.9597  -10.7517  26.5826
O  -4.3235  10.2466  22.7393
O  24.2263  -2.2403  24.0793
O  7.1871  20.2976  18.8841
O  8.1287  2.849  11.8254
O  -4.8785  8.3553  24.5145
O  -9.337  1.8691  29.1822
O  -0.462  20.4416  17.2306
O  12.4163  -14.1502  14.6677
O  20.5003  -9.0645  13.8954
O  24.4516  28.4073  12.7476
O  28.7024  10.802  24.5763
O  21.7067  -17.7274  13.3748
O  13.6616  15.9692  22.1502
O  -18.6916  20.4037  11.9687
O  21.8415  2.0429  23.057
O  11.7867  17.9828  17.7035
O  7.5758  22.3111  20.4593
O  3.046  -14.7382  28.5397
O  5.9213  1.3012  18.1186
O  14.2056  -3.8459  22.7657
O  5.3966  29.6671  21.9216
O  -2.2242  -4.834  18.5213
O  14.1741  9.4116  16.2095
O  8.1387  1.6406  14.1272
O  -14.0294  9.0273  10.9329
O  13.303  25.5025  12.004
O  11.8828  22.9329  17.7523
O  2.18  -6.2395  23.7488
O  9.0988  -7.5863  24.246
O  -2.9424  -13.2526  23.7793
O  11.7214  18.7973  15.2007
O  31.9889  6.9792  14.584
O  -7.2897  2.0444  12.1746
O  8.3116  0.2003  11.1685
O  -2.1684  5.1281  16.4
O  -0.7351  19.2665  19.7554
O  5.2313  -1.9368  27.1124
O  2.1527  14.0624  23.969
O  -7.9851  0.1488  18.671
O  18.9002  -11.204  25.0462
O  14.3696  5.8747  14.9293
O  4.66  4.7891  13.4653
O  -3.181  11.3881  20.6892
O  17.7175  0.6765  23.1735
O  15.7926  12.8134  16.2536
O  -3.3662  -12.9379  19.9834
O  -8.1029  -4.7609  13.8174
O  -10.7219  6.128  12.8577
O  17.2889  5.9713  28.0406
O  16.9776  0.2238  13.7679
O  -23.6639  7.1616  21.9281
O  -9.9712  9.8641  28.5649
O  21.1986  -1.9476  11.9779
O  1.3072  -8.3135  22.4212
O  6.5899  -20.8491  23.4045
O  -2.8919  -7.2079  21.6377
O  2.325  -12.6388  26.7247
O  14.0445  17.331  11.3244
O  -4.896  13.0531  25.5147
O  13.9672  3.5136  14.2659
O  12.2612  1.7535  15.3888
O  -6.9618  7.7355  23.0376
O  7.8465  22.896  14.5359

Results
free energy: -229398.560 eV
free energy less fixed offsets of O -568.88, Si -635.61 eV per atom: 13.370 eV

Forces (eV/angstrom), in the order of the atoms: element, x, y, z
Si  0.0339  0.118  0.0187
Si  -0.0699  0.0088  0.0635
Si  0.0038  0.0368  -0.0001
Si  -0.0348  -0.0194  0.0413
Si  0.032  -0.0602  -0.0431
Si  0.0148  -0.0423  0.0066
Si  -0.0366  -0.0256  0.0479
Si  0.0102  0.0685  -0.0407
Si  0.0044  0.0104  0.0376
Si  0.074  -0.015  -0.0357
Si  -0.092  -0.0432  0.0119
Si  0.0355  -0.0136  -0.0324
Si  -0.0514  -0.147  -0.0139
Si  0.0745  0.0113  -0.0235
Si  -0.0189  -0.0944  -0.0291
Si  -0.1037  -0.0328  0.0279
Si  0.1098  0.0809  -0.0159
Si  -0.0635  0.0264  0.0181
Si  0.1598  -0.0268  -0.0392
Si  -0.0675  0.0243  -0.0337
Si  0.0531  0.0986  -0.0206
Si  -0.0823  0.0632  -0.016
Si  0.0132  0.001  0.071
Si  0.0095  0.0181  -0.0232
Si  -0.1117  -0.4337  -0.1609
Si  0.1419  0.0335  0.3731
Si  -0.0609  -0.2192  0.3593
Si  -0.3091  -0.0841  -0.3403
Si  0.3737  0.2401  0.0629
Si  -0.1657  0.0662  -0.3803
Si  0.3993  -0.0399  0.0484
Si  -0.1428  0.0855  0.1127
Si  0.1372  0.2385  0.0021
Si  -0.1893  0.1719  0.1016
Si  -0.0113  0.0347  -0.3052
Si  -0.0016  0.0406  0.3727
Si  0.3606  0.3666  0.9487
Si  -0.157  0.1618  -0.346
Si  -0.3232  -0.2619  0.9005
Si  -0.0909  0.1102  -1.0772
Si  -0.0893  -0.5086  0.4499
Si  -0.2316  -0.255  -0.0054
Si  -0.0794  -0.2999  -0.5692
Si  0.1778  0.3248  0.6577
Si  -0.1451  0.0173  0.0927
Si  0.0431  -0.3172  -0.3347
Si  0.0531  0.2157  -0.4024
Si  0.0068  0.3909  -0.385
Si  0.2014  0.186  -0.0021
Si  -0.029  0.033  0.0545
Si  -0.118  -0.0811  -0.0433
Si  -0.014  0.0546  0.1062
Si  -0.0752  -0.2614  0.015
Si  -0.0772  -0.0788  0.0607
Si  0.0111  -0.1272  0.048
Si  -0.0179  0.1515  -0.0191
Si  -0.0111  -0.0007  -0.0152
Si  -0.01  -0.1176  0.0182
Si  0.0098  0.0473  0.0437
Si  0.0237  0.092  0.0443
Si  -0.0396  -0.1275  0.0132
Si  0.0796  0.0068  0.0052
Si  -0.0083  -0.037  0.0514
Si  0.0459  0.0242  -0.0296
Si  -0.0303  0.0575  -0.0489
Si  -0.0289  0.0291  -0.0419
Si  0.0429  0.0469  -0.0721
Si  -0.0068  -0.0796  0.0295
Si  -0.0107  -0.0241  -0.0452
Si  -0.0726  0.053  -0.0201
Si  0.0795  0.0538  0.0247
Si  -0.0207  0.0264  -0.0127
Si  -0.0024  -0.0198  -0.0235
Si  -0.02  -0.001  -0.0235
Si  0.0481  0.0025  -0.035
Si  -0.1688  -0.0301  -0.1679
Si  0.165  -0.2492  0.0777
Si  -0.109  -0.0064  0.4897
Si  -0.1258  0.32  -0.2007
Si  0.0266  -0.0652  -0.0127
Si  0.0083  0.0315  0.0192
Si  0.0131  0.1258  -0.2378
Si  0.0566  -0.0692  0.0124
Si  0.1332  -0.0473  0.1217
Si  -0.1252  -0.0084  0.0262
Si  -0.0527  0.0772  -0.0136
Si  0.001  -0.09  -0.0709
Si  -0.1009  0.1417  0.0987
Si  -0.0823  0.0459  0.1383
Si  0.0088  -0.003  -0.0056
Si  0.0632  0.024  0.0346
Si  0.4685  0.0894  -0.5988
Si  -0.0117  -0.0065  0.0016
Si  -0.1937  -0.1641  -0.0598
Si  -0.1325  -0.1549  0.3198
Si  0.2293  -0.0213  0.0701
Si  0.0527  -0.0435  0.1324
Si  0.0376  0.0107  -0.0183
Si  0.0137  0.0552  0.0188
Si  -0.0923  0.0025  0.0365
Si  0.0038  -0.0055  0.0288
Si  -0.02  0.0211  -0.0088
Si  -0.0712  0.0454  -0.0307
Si  0.0546  -0.0193  0.0485
Si  -0.0083  0.1799  -0.0605
Si  -0.1393  -0.3249  -0.3643
Si  -0.0023  0.0411  0.0095
Si  0.0057  0.0736  0.0268
Si  -0.0241  0.0721  0.0378
Si  0.0338  0.0342  -0.0227
Si  -0.0176  0.0735  -0.0561
Si  -0.0049  -0.1853  0.2032
Si  0.0766  0.1674  -0.1707
Si  0.0139  -0.022  -0.036
Si  -0.1123  -0.0932  -0.0421
Si  0.1048  0.0018  -0.001
Si  -0.0734  0.0059  0.0643
Si  0.1259  0.017  0.1074
Si  -0.0341  0.0203  -0.1775
Si  0.0405  -0.0165  -0.0347
Si  -0.0142  0.0204  -0.0405
Si  -0.0061  -0.0086  0.0257
Si  -0.0054  0.0018  -0.0208
Si  0.0663  -0.0046  -0.079
Si  -0.0956  -0.0475  -0.0531
Si  0.0429  0.0218  -0.0089
Si  -0.0177  0.0196  -0.0331
Si  0.0266  -0.0347  -0.0641
Si  -0.0224  -0.0116  -0.0164
Si  -0.053  0.0158  -0.0109
Si  0.0328  0.0207  0.0365
Si  -0.0042  -0.0028  0.0026
Si  -0.0183  -0.0089  0.0223
Si  0.0193  -0.0194  0.0109
Si  0.0181  -0.0031  0.0136
Si  -0.0305  0.0393  0.009
Si  0.0112  -0.004  0.0026
Si  0.0613  0.0053  0.0041
Si  -0.0479  0.0292  0.0058
Si  -0.0045  0.0172  0.0145
Si  -0.0245  -0.0168  0.0287
Si  0.0106  -0.0339  0.0524
Si  0.0354  -0.0367  -0.0065
Si  -0.0013  0.0018  0.0352
Si  0.0728  0.0158  -0.0079
Si  -0.0229  0.052  -0.0059
Si  0.008  0.0011  -0.0107
Si  -0.005  -0.0073  0.0675
Si  -0.0219  0.031  0.0419
Si  -0.0268  -0.0214  0.0195
Si  0.1126  0.0287  -0.0147
Si  -0.0221  -0.023  -0.0028
Si  0.0488  0.0219  -0.0133
Si  -0.0406  0.0647  -0.0575
Si  -0.0071  0.0968  -0.0313
Si  -0.0605  0.0206  -0.0419
Si  -0.0256  -0.0096  -0.0028
Si  -0.0052  -0.0358  0.0825
Si  0.0278  0.034  -0.026
Si  0.0249  0.0654  0.1039
Si  0.0854  -0.056  0.0609
Si  -0.1258  0.0176  0.0664
Si  0.1681  -0.131  -0.1599
Si  -0.0531  -0.111  0.0087
Si  -0.1222  -0.0421  -0.0253
Si  -0.0029  -0.0211  0.023
Si  0.0298  -0.0061  0.0424
Si  -0.0104  0.0083  -0.0731
Si  -0.0703  0.0071  0.0514
Si  -0.0813  -0.0368  0.0316
Si  0.0526  0.0926  -0.0827
Si  0.1144  0.1109  0.0087
Si  -0.0563  0.0014  -0.0788
Si  0.0098  -0.0541  0.049
Si  0.0477  -0.0822  0.0024
Si  -0.0045  0.036  0.0299
Si  0.1129  0.0201  0.0035
Si  -0.0074  -0.0318  0.1086
Si  0.02  -0.0128  -0.0686
Si  -0.0961  0.0951  0.0235
Si  -0.1153  0.1049  0.2314
Si  0.0152  -0.0275  -0.0195
Si  0.0128  0.0133  -0.049
Si  -0.0722  0.0908  0.0409
Si  0.0391  0.0285  0.0264
Si  0.099  0.0867  0.0416
Si  0.0107  -0.0128  0.0097
Si  -0.0734  -0.0554  0.0501
Si  0.022  -0.2203  0.0972
Si  -0.0147  0.0873  -0.0842
Si  -0.0266  -0.0333  0.0758
Si  0.0421  -0.0307  0.0225
O  -0.0192  0.0146  -0.0471
O  -0.1019  0.0928  0.0325
O  0.0041  0.0028  0.0023
O  -0.0178  0.0434  0.0126
O  -0.0314  0.0032  -0.0082
O  -0.003  0.0028  0.002
O  0.0174  0.0577  0.0346
O  0.0023  -0.0078  -0.0039
O  0.0001  -0.0003  -0.1229
O  -0.0075  0.0175  0.003
O  -0.0227  0.0157  0.0119
O  -0.0095  0.0208  -0.0128
O  0.0103  -0.0417  -0.0294
O  -0.0125  -0.0405  -0.0297
O  0.0456  -0.0555  0.2803
O  -0.0043  -0.033  0.0143
O  -0.0169  -0.012  0.013
O  -0.0027  0.0089  -0.0042
O  0.0052  0.0149  -0.0061
O  0.0004  0.0085  -0.0043
O  0.0071  0.0243  0.0011
O  -0.0063  0.0048  -0.0123
O  0.0028  0.0086  0.0048
O  0.0972  0.0004  -0.0631
Si  0.0267  0.0097  -0.0218
Si  -0.0069  -0.0194  -0.0264
Si  0.017  -0.0343  0.0241
Si  -0.033  -0.0149  0.0098
Si  0.0127  0.0753  -0.018
Si  0.0072  -0.0355  -0.0011
Si  -0.0043  0.0257  -0.0236
Si  0.0312  0.0285  -0.0489
Si  0.0063  -0.0171  0.0218
Si  0.1649  -0.1423  -0.399
Si  -0.0101  0.156  -0.1698
Si  -0.0209  -0.0149  -0.0399
Si  -0.0023  -0.0612  0.0205
Si  -0.0211  0.0288  0.0261
Si  0.0138  0.012  -0.0214
Si  -0.0137  -0.0346  0.0048
Si  0.0505  -0.0255  0.0383
Si  -0.1191  -0.0131  -0.062
Si  0.0065  0.0002  -0.0324
Si  0.0109  -0.0157  0.0603
Si  0.0149  0.0458  -0.0538
Si  0.0267  0.0781  -0.0154
Si  0.0019  0.022  -0.0203
Si  0.0171  -0.0158  0.0097
Si  -0.0023  -0.0662  0.0171
Si  -0.028  -0.0094  -0.0062
Si  0.0027  -0.0138  0.0428
Si  -0.01  -0.0037  0.0124
Si  -0.0237  0.0762  -0.0261
Si  -0.028  0.0147  -0.037
Si  0.0142  -0.0118  0.0126
Si  0.0174  -0.053  -0.0202
Si  -0.0633  0.0448  0.0128
Si  0.1858  0.2267  -0.1009
Si  -0.015  0.0087  0.0402
Si  -0.0244  -0.0356  -0.0567
Si  0.0132  -0.0427  0.0153
Si  0.0009  -0.0479  -0.006
Si  -0.0425  0.0099  -0.0382
Si  -0.0093  0.0014  -0.0103
Si  0.1214  -0.1679  0.0942
Si  -0.042  0.0379  0.2499
Si  0.0111  0.0088  -0.0231
Si  0.0102  0.0084  0.0253
Si  -0.0424  -0.0403  -0.0211
Si  -0.004  -0.0007  -0.0153
Si  0.0184  -0.0637  0.0505
Si  0.01  -0.0043  -0.0691
Si  0.0149  0.0165  0.0337
O  -0.0533  -0.0148  0.0158
O  0.0145  -0.0044  0.0098
O  0.0267  -0.0128  0.0563
O  0.0064  0.0026  -0.0154
O  0.0278  0.0692  -0.0121
O  -0.0295  0.0047  -0.0041
O  0.0095  -0.0182  -0.013
O  -0.0003  -0.0432  0.0025
O  0.0042  -0.0013  0.0053
O  -0.0136  -0.0489  0
O  -0.0247  0.0308  -0.0177
O  -0.004  0.0108  0.0007
O  -0.0523  -0.1309  0.2251
O  0.0039  -0.0139  0.0092
O  -0.0745  -0.1806  -0.0563
O  0.0012  -0.0065  0.0132
O  0.0351  -0.0148  0.0099
O  0.0154  -0.0039  -0.0077
O  0.0077  0.006  -0.0017
O  -0.0134  0.026  -0.0175
O  0.0138  0.0073  -0.0672
O  -0.0088  -0.014  0.0075
O  0.0348  -0.0652  0.0321
O  -0.0005  -0.0081  -0.029
O  0.0295  0.0079  0.0007
O  0.0042  -0.0142  0.0069
O  -0.0077  0.001  0.011
O  -0.0038  0.0072  -0.0272
O  0.0024  0.0137  -0.0042
O  -0.004  -0.0006  0.0001
O  0.0051  0.0125  0.007
O  0.0237  0.0178  -0.0058
O  -0.0375  0.0116  -0.0472
O  0.0015  -0.0046  0.0103
O  0.0514  0.0314  -0.0273
O  0.0131  0.0148  -0.0224
O  -0.0158  -0.0044  0.007
O  0.0209  -0.0238  -0.0041
O  0.0193  0.035  -0.0392
O  0.0037  0.0089  -0.0088
O  -0.005  0.0001  -0.0387
O  -0.0164  0.052  0.0111
O  -0.0428  0.0061  0.1101
O  0.0051  0.0032  -0.0241
O  0.0445  -0.0309  0.107
O  0.0057  -0.0092  0.0284
O  0.023  -0.0339  0.0281
O  0.0547  -0.0155  -0.0551
O  -0.0333  0.0033  0.0251
O  -0.0014  0.0044  0.0072
O  0.0147  0.0172  -0.0013
O  0.01  -0.01  -0.0112
O  0.094  0.0174  0.1966
O  -0.0017  0.023  0.0241
O  0.0242  -0.0379  -0.0266
O  -0.018  -0.0042  0.0122
O  0.0011  0.0021  -0.0254
O  0.0108  -0.0059  -0.0155
O  0.014  0.0098  -0.057
O  0.0019  0.0594  -0.0283
O  0.0538  -0.0144  -0.024
O  0.0106  -0.023  0.0116
O  0.0039  0.0192  0.0126
O  0.0183  -0.0014  -0.0092
O  -0.0143  -0.0191  -0.0006
O  0.0148  0.0227  -0.0066
O  0.0225  -0.027  -0.0149
O  0.0023  0.0292  -0.0313
O  -0.0017  -0.0084  0.0029
O  -0.0242  -0.012  -0.0428
O  0.0186  0.0214  0.0081
O  -0.0191  0.0291  0.0771
O  -0.0204  -0.0166  0.0938
O  -0.0165  -0.0098  0.0008
O  -0.0181  -0.0235  -0.012
O  0.0514  0.0399  0.0165
O  0.0112  -0.0082  -0.0199
O  0.0155  0.0046  -0.0211
O  0.007  0.0045  -0.0075
O  -0.057  0.0722  -0.0272
O  0.0467  -0.0523  -0.1168
O  -0.0177  0.0039  -0.0372
O  -0.001  -0.0016  0.0113
O  -0.0102  0.0061  0.0598
O  -0.0104  -0.0015  0.0225
O  -0.0015  -0.0006  0.0029
O  0.014  0.0194  0.0081
O  -0.0286  0.0227  -0.0037
O  0.0247  0.0361  -0.0401
O  -0.0246  -0.045  0.0284
O  0.0554  0.0025  0.0131
O  -0.0108  0.0077  -0.0197
O  -0.0136  -0.0533  -0.0032
O  -0.0102  0.0768  -0.036
O  -0.0462  0.0442  -0.0455
O  -0.0097  0.011  -0.0189
O  -0.0318  0.0058  0.0155
O  -0.0061  0.0018  -0.0156
O  0.0318  -0.0497  0.0233
O  0.0551  -0.1237  -0.065
O  -0.0139  0.011  -0.0143
O  -0.0005  0.0003  -0.019
O  -0.0076  0.0088  -0.0155
O  -0.0175  -0.0141  0.0287
O  -0.0334  0.02  0.0278
O  0.003  -0.013  0.0026
O  0.0083  -0.0004  -0.0009
O  -0.0061  -0.0016  -0.0077
O  -0.0026  -0.01  -0.019
O  0.0237  -0.031  -0.0106

The program warned: the cutoff lies below the one the program advises for these potential files; the exchange-correlation potential is rough where the density is thin.
